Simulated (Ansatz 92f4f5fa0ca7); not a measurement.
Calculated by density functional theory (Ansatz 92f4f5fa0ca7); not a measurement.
Periodic cell of 256 atoms, Si144O112, from a study of silicon, its oxide and their interface. The atomic structure is a simulated model.
This geometry differs little from another in the collection (a relaxation step or a small displacement).

Settings
functional: r2SCAN
potential files: Ansatz PAW
basis: plane waves
wave-function cutoff: 800 eV
density cutoff ratio: 5
exchange-correlation grid ratio: 1
k mesh: 1 x 1 x 1, shifted by 0.5 0.5 0 of a step
self-consistency stop: 1e-10 eV per atom in the density residual
occupations: fixed
spin: none
net charge: 0

Cell vectors (angstrom)
a 10.888 0 0
b 0 10.888 0
c 0 0 36.2432

Atoms and the computed forces on them: element, x, y, z (angstrom), force x, y, z (eV/angstrom)
Si -1.4177 -1.6046 1.5321 0.008 0.0016 0.0006
Si 0.1354 -0.5126 0.0774 0.0114 -0.0087 -0.0147
Si -0.2975 5.4344 -1.9385 -0.0305 0.0027 -0.0684
Si -1.0228 5.6432 0.2829 -0.0129 0.0028 -0.0028
Si 6.1442 -5.3154 -4.3404 -0.0023 0.0097 -0.089
Si 7.1936 1.6919 -1.0505 -0.0086 0.0033 -0.045
Si 5.1974 4.7811 1.2699 0.0004 -0.0037 -0.0105
Si 7.387 8.4367 -1.3209 -0.0051 -0.005 -0.0686
Si 2.7019 -0.0664 2.6134 0.0023 -0.0045 0.0072
Si 6.6513 6.5364 1.8996 0.007 0.0048 0.0014
Si 2.1001 7.9251 -0.1329 -0.0032 0.0004 -0.0026
Si 0.8902 6.6422 1.4282 0.0133 0.0148 -0.0032
Si 7.4719 1.9491 1.3108 0.0024 -0.0043 0.0026
Si 9.1237 3.797 1.5993 0.0059 0.0018 0.0042
Si 5.4485 3.9835 -1.7209 -0.009 0.0141 -0.078
Si 8.2901 7.4115 0.5202 0.0039 -0.0062 0.0042
Si 0.0048 2.6555 2.6602 -0.0007 0.003 -0.0008
Si 1.3425 1.2763 1.2111 0.0128 0.0138 -0.0234
Si -0.0533 8.1124 2.9555 0.0019 0.0048 -0.0026
Si 2.5495 5.5816 2.6994 -0.0041 0.0039 -0.0105
Si 5.6795 2.8156 2.564 0.0012 -0.0055 -0.0033
Si 8.2125 0.064 2.617 0.0037 -0.0005 -0.0007
Si 5.3095 8.2385 2.6982 0.0029 0.0043 -0.003
Si 8.1714 5.3169 3.1348 0.0047 -0.0076 -0.0019
Si 1.3593 4.0502 4.0304 -0.0022 -0.0045 -0.0036
Si 4.1477 1.3997 3.861 -0.0022 0.0061 -0.0008
Si 1.3804 9.5419 4.1104 0.0029 0.0009 -0.0049
Si 3.9567 6.8889 4.1039 0.0011 -0.0051 -0.0022
Si 6.759 3.9778 4.3116 -0.0033 0.0018 -0.0028
Si 9.5743 1.3135 4.0885 -0.0008 0.002 -0.0028
Si 6.7566 9.6242 3.9831 0.0005 -0.0052 -0.001
Si 9.534 6.7634 4.3128 -0.0033 0.0007 -0.0065
Si 0.0211 -0.0204 5.4557 -0.0019 -0.0016 0
Si 2.7559 2.6926 5.3439 0.0055 -0.0036 0.0004
Si 0.0464 5.3696 5.5257 0.0028 -0.0035 0
Si 2.6766 8.1994 5.5244 -0.001 -0.0008 -0.0011
Si 5.4266 0.0723 5.3751 -0.003 -0.0003 -0.0006
Si 8.2049 2.643 5.5275 0.0053 -0.0065 -0.0011
Si 5.3552 5.4633 5.4398 0.0017 0.0036 0.0012
Si 8.0875 8.2152 5.4353 0.0006 -0.0044 -0.0013
Si 1.3828 1.3598 6.7701 0.0038 -0.0019 0.0018
Si 4.0608 4.0661 6.7805 -0.0032 -0.0012 -0.0014
Si 1.3581 6.7764 6.8661 -0.0013 0.0006 0.0037
Si 4.0663 9.5978 6.7798 -0.0001 0.0026 0.0012
Si 6.801 1.3245 6.8333 -0.0035 -0.002 -0.0024
Si 9.5464 4.0352 6.8688 0.0015 0.002 -0.0005
Si 6.7346 6.824 6.7836 0.0006 0.0001 0.0002
Si 9.5377 9.5085 6.7778 -0.0003 -0.0047 0.0019
Si 0.0188 2.6574 8.1982 -0.0016 -0.0013 -0.0004
Si 2.7184 0.0415 8.1829 -0.004 0 -0.0007
Si -0.0098 8.1649 8.1877 0.0035 -0.0006 0.0017
Si 2.7466 5.4169 8.1742 -0.003 0.0016 0.0022
Si 5.4285 2.7186 8.169 0.0004 -0.0013 -0.0014
Si 8.2073 -0.0286 8.1247 -0.0014 0.0014 0.002
Si 5.383 8.2 8.1273 0.0038 -0.0041 0.0001
Si 8.1476 5.4609 8.1301 -0.0024 -0.0017 0.0005
Si 1.4414 3.9932 9.4913 0.0032 -0.0048 0.0001
Si 4.0747 1.3641 9.5853 -0.0047 0.0008 0.0017
Si 1.3769 9.5454 9.55 -0.0015 -0.0081 0.0002
Si 4.0334 6.8593 9.5291 0.0006 0.0039 -0.0025
Si 6.8081 4.0855 9.4983 0.0048 -0.001 0.0025
Si 9.522 1.2824 9.5661 -0.0014 -0.0019 -0.0024
Si 6.8244 9.523 9.3994 0.0022 0.0008 -0.0003
Si 9.4857 6.8229 9.5167 -0.0037 0.0028 0.002
Si -0.0285 -0.0938 10.9697 -0.003 -0.0002 0.0031
Si 2.708 2.6838 11.0179 -0.0015 0.0046 -0.0046
Si 0.074 5.4037 10.6848 -0.0072 0.003 0.0031
Si 2.7246 8.238 10.9912 -0.0059 -0.0009 0.0012
Si 5.5402 -0.0334 10.7932 -0.0011 -0.0004 0.0007
Si 8.1093 2.6524 10.8746 -0.0002 0 -0.0009
Si 5.4266 5.4802 10.7951 0.0007 -0.0036 0.0013
Si 8.0551 8.2092 10.8401 0.0016 -0.0105 0.0063
Si 1.2675 1.2947 12.3813 0.0029 0.0009 0.0068
Si 4.1059 4.2121 12.2111 -0.0013 -0.005 0.0083
Si 1.2394 6.8027 12.1688 0.0095 -0.0032 0.0023
Si 5.6612 8.1297 13.8648 -0.0029 0.0122 -0.0006
Si 6.6806 1.3757 12.3164 0.0061 0.0011 0.0069
Si 9.6317 4.0307 11.9808 0.0026 -0.0041 0.005
Si 6.7501 6.8002 12.2005 -0.0045 -0.0032 0.0077
Si 9.376 9.4962 12.3025 -0.0048 0.0084 0.0065
Si -0.0246 2.8311 13.5857 -0.0047 0.0093 -0.0007
Si 2.7141 0.4319 14.0652 0.002 -0.0346 0.0246
Si -0.7593 7.4368 13.2526 -0.01 -0.006 -0.0147
Si 2.7545 5.6576 13.4999 0.0051 0.0003 -0.0017
Si 5.4868 2.9806 13.6843 -0.0015 0.0009 -0.0074
Si 7.3249 -1.4845 15.2625 0.0033 0.002 0.0599
Si 4.4194 9.4459 12.2801 0.0006 0.0013 0.0211
Si 8.484 5.6176 13.1584 0.0067 0.006 0.0025
Si 1.715 3.9832 14.6948 -0.0161 0.0177 0.0325
Si 3.5171 2.4355 15.0733 0.0038 0.0096 0.0508
Si 1.0327 9.7515 18.3828 -0.0146 0.0009 0.1071
Si 2.1634 8.7453 15.9428 -0.0145 0.0071 0.0787
Si 7.4689 4.0571 14.6665 -0.0119 0.0147 0.0471
Si 9.7506 0.8245 17.8182 0.0182 -0.0143 0.1065
Si 9.0334 12.9564 14.9168 0.006 -0.0062 0.0539
Si 10.048 7.7159 15.4868 0.0079 -0.0074 0.0759
Si -0.0556 3.2091 23.2501 -0.0045 -0.0064 0.0283
Si 6.2967 19.8363 25.7807 0.0066 0.0124 -0.0142
Si 5.7564 24.4455 22.4838 0.0084 0.0085 0.0487
Si -3.8088 18.1818 19.2341 0.0171 -0.0048 0.0938
Si 5.0772 0.9762 19.8931 -0.0079 -0.0078 0.0835
Si 17.9487 -0.6752 18.2425 -0.0027 0.0102 0.1125
Si 12.8707 5.9698 34.4195 0.0309 -0.028 -0.0557
Si 4.6829 -6.3255 27.4682 -0.0091 0.011 -0.0454
Si -10.9138 11.1138 27.1207 -0.0108 0.0073 -0.0471
Si 0.0716 9.5391 29.5123 0.0102 -0.004 -0.0797
Si -12.3505 -21.8724 34.6777 -0.0041 -0.0173 -0.0598
Si 1.8063 5.5608 26.9363 0.0041 -0.0125 -0.0378
Si -2.8062 22.158 26.3591 0.0011 -0.0009 -0.0165
Si 3.7637 -12.5018 37.3737 -0.0036 0.011 -0.02
Si -11.4016 3.4829 19.2316 0.0018 0.0116 0.0951
Si -8.5857 -14.7152 24.4045 -0.0007 0.0097 0.0183
Si 0.1218 27.1227 17.1065 -0.014 0.0008 0.1132
Si 2.7917 -11.574 20.6102 0.0016 -0.0082 0.073
Si -13.1966 6.8927 32.5102 -0.0117 -0.0066 -0.1049
Si -4.102 16.4618 21.8793 -0.0058 -0.0164 0.0578
Si -4.6069 -3.863 28.205 0.003 -0.0076 -0.0612
Si 5.0427 -0.6197 34.7862 -0.0127 -0.0025 -0.0785
Si 0.1744 21.7519 32.2272 0.0223 -0.0078 -0.0987
Si 26.5803 -7.4723 30.2579 -0.0019 -0.0177 -0.0721
Si 13.5533 13.9745 35.1445 0.0036 -0.005 -0.0723
Si -5.6894 -10.4173 27.0193 0.0134 -0.0009 -0.0507
Si -21.1145 20.5294 24.5966 0.0058 0.0044 0.0036
Si 4.1539 2.7455 25.1733 -0.0146 -0.0027 0.0007
Si 15.9663 7.3175 23.5598 -0.0007 0.0035 0.0254
Si 8.3929 12.2776 23.5056 0.0047 0.007 0.0148
Si -6.0488 11.3019 30.1319 0.0094 0.0035 -0.0687
Si 2.8319 7.2324 21.549 0.0045 0.0151 0.0636
Si 3.1912 -0.8252 32.1392 -0.0015 -0.0033 -0.1005
Si 20.6642 -11.8187 22.2843 0.0087 0.016 0.0479
Si 5.0652 8.3566 30.6731 0.0098 0.0075 -0.0719
Si 8.139 21.9341 13.7386 0.0009 0.0018 -0.003
Si -5.0137 5.4116 16.9811 0.011 0.0061 0.1125
Si 2.2995 -6.03 31.5436 0.013 -0.0021 -0.1081
Si 9.778 5.2542 21.4568 0.003 0.002 0.0615
Si -11.8468 -3.0193 20.027 -0.0059 -0.0034 0.0794
Si 19.9357 7.4746 29.6795 0.0014 -0.0049 -0.0787
Si 22.8942 -7.9331 25.989 0 0.0024 -0.0145
Si 22.686 17.6643 29.5006 -0.0042 0.0085 -0.0709
Si 4.13 14.1306 18.0352 -0.0072 0.0101 0.121
Si 0.5308 -7.9308 32.9788 0.018 -0.0121 -0.0783
Si 1.2865 0.7623 22.5748 -0.0118 -0.0201 0.0376
Si 1.9574 5.13 19.2915 0.0022 0.004 0.0927
Si 25.6559 17.9466 15.0909 0.0023 -0.0076 0.0224
O -3.1396 5.5731 -4.1509 0.0073 0.007 0.0305
O -6.2837 0.4468 -7.7193 -0.0058 -0.0016 0.0543
O 5.8932 8.5362 -11.9838 0.0005 -0.0054 -0.0028
O 5.1677 -3.0949 -7.1097 -0.0094 0.0122 0.0451
O -3.8453 4.9647 -20.2761 0.0221 -0.0299 -0.073
O -3.218 -3.1818 -2.7112 -0.0106 0.0197 0.071
O 15.0824 2.9472 -1.6305 -0.0107 0.0001 0.0232
O 5.9004 5.4976 -8.3353 0.0049 0.0063 0.0207
O 6.1403 -4.7259 -13.0045 0.0033 -0.0043 -0.0225
O 12.4767 -4.8659 -10.8458 0.002 0.0062 0.0057
O 10.8817 9.9438 -10.2321 -0.002 0.004 0.0111
O 8.1707 -1.0487 -1.2418 0.0116 -0.0076 0.0203
O 4.2559 -0.5329 -0.041 -0.0131 -0.0155 0.0406
O 10.589 10.4546 -5.4807 0.0015 0.0209 0.0647
O 16.7001 -2.0505 -1.3819 0.0005 -0.0016 0.0306
O -8.6071 9.1261 17.5314 0.0168 -0.0159 -0.0771
O -5.0064 15.4307 30.6832 0.0069 0.0201 0.0475
O 1.1691 -1.6496 35.6515 -0.0092 0.0029 0.0137
O 2.6562 11.1713 21.8952 0.0107 -0.0107 -0.039
O 4.5714 16.9292 16.2218 -0.0199 0.0177 -0.0443
O -2.2226 30.3356 15.7816 -0.0056 0.0021 -0.0337
O 2.2613 -11.6706 15.0542 0.017 0.0306 -0.044
O -19.3682 8.6585 20.9207 0 0.0158 -0.0187
O 12.608 -0.2167 19.5122 -0.0169 -0.0053 -0.0515
O -10.315 8.3879 15.8997 -0.015 -0.0129 -0.0466
O 20.1954 34.2773 16.4825 -0.0218 0.0305 -0.096
O 20.2817 4.1183 20.3506 0.0096 -0.0158 -0.0482
O 5.1341 20.7469 26.4284 -0.002 0.0023 0.0106
O 10.927 21.8715 21.7713 -0.0018 -0.0022 -0.0237
O 0.1536 21.6765 17.501 -0.0046 0.0115 -0.0415
O 3.1102 4.4044 18.4556 0.0195 -0.0143 -0.0414
O 1.0915 -6.7692 27.116 0.0084 0.0125 0.0147
O 1.8416 8.5653 24.7605 -0.0002 -0.002 -0.0054
O 15.1017 23.9271 19.2083 -0.0057 0.0257 -0.0508
O 8.6329 1.213 25.0883 -0.0019 -0.0015 -0.0037
O 11.9588 6.0277 18.2534 -0.0167 0.0006 -0.054
O -1.5259 30.708 21.1199 0.0022 -0.0133 -0.0427
O -4.1664 19.7675 19.1159 -0.0012 0.0141 -0.0396
O 5.4744 12.4566 21.3402 -0.007 -0.0148 -0.0466
O 2.4214 -17.0963 35.3609 0.0003 0.0038 0.0188
O 8.6163 -0.2213 18.3197 -0.0015 0.0082 -0.04
O 9.9908 17.255 16.3997 -0.0057 0.0233 -0.0456
O -4.4297 6.5421 17.9608 -0.0193 -0.0248 -0.0604
O 3.7151 2.4227 16.7083 -0.0133 -0.0154 -0.1164
O 3.6375 -2.241 31.4262 -0.0118 0.007 0.0367
O -9.7624 4.6243 16.0854 0.0315 -0.0277 -0.0735
O -6.3967 -18.2963 28.6634 0.0022 -0.0071 0.0472
O 13.5267 -5.1757 32.9021 -0.0246 0.0209 0.0828
O -1.6007 -10.4144 27.4324 0.0079 -0.0016 0.0078
O -0.4675 -1.7485 23.5396 -0.0053 -0.0011 -0.0192
O 1.9521 -4.0879 22.8428 0.0052 0.0037 -0.0289
O 10.7818 4.6598 22.5683 -0.0088 0.0092 -0.0254
O -2.3897 10.8431 22.7458 0.0025 -0.0043 -0.0175
O 6.1529 14.9626 21.7502 -0.0004 0.0034 -0.0198
O -16.2675 14.9377 17.7818 0.0078 0.0143 -0.0414
O 11.6031 -11.2586 28.4148 0.0009 -0.0153 0.0363
O 26.1051 -14.2168 22.1265 -0.0105 0.0007 -0.0227
O 4.5694 2.8183 23.5998 0.0084 0 -0.0167
O -15.2452 17.407 20.5671 0.0022 0.0231 -0.0549
O 14.3506 0.2931 30.9874 -0.0134 -0.0107 0.0455
O 2.6448 6.0587 20.4395 -0.0116 -0.0209 -0.0517
O 8.3738 -5.2839 22.1559 -0.0013 0.0045 -0.0163
O 13.1966 2.238 36.4783 -0.0151 -0.0193 0.0333
O -0.8789 -0.6386 33.2723 -0.0194 0.0027 0.0702
O 6.9675 -8.8144 23.3461 -0.0068 0.0043 -0.0146
O -19.2104 -7.8956 25.2735 0.0017 -0.0008 0.0026
O -15.1188 9.958 16.6727 0.0047 -0.0149 -0.0889
O -4.8239 11.5145 34.695 0.0134 0.0072 0.0293
O 1.1817 17.5486 27.9156 -0.0115 0.0102 0.0384
O 3.9541 -11.0575 13.2174 0.0035 -0.0119 -0.0123
O -7.4065 -7.0486 31.1047 -0.0241 0.0134 0.0397
O 0.9779 -6.9811 19.7776 0.0008 0.0046 -0.0348
O 5.3998 4.8351 35.891 -0.0017 0.0036 0.0634
O -0.7881 15.1044 17.8173 0.005 0.0195 -0.0595
O -5.1943 -3.7765 31.5392 0.011 -0.0199 0.0333
O 5.68 9.9201 30.5468 -0.004 -0.0072 0.0272
O -9.6259 0.1709 24.081 0.0022 0.0072 -0.0096
O -10.8431 -7.5686 24.8469 0.005 0.0047 -0.0064
O 3.9074 -3.9916 24.6012 0.0012 -0.0004 -0.0094
O 12.5226 -0.6663 32.5261 -0.0068 0.0015 0.0357
O 40.3511 9.7879 25.8075 -0.0017 -0.0012 0.005
O -4.4326 18.5613 26.7417 -0.0002 -0.0111 0.0282
O -21.6793 19.4896 19.0563 0.017 0.0169 -0.0459
O -6.6037 -0.4266 20.0817 0.0065 0.0103 -0.0284
O 21.7932 -9.3069 32.3463 -0.0005 0.0176 0.0344
O 11.6492 12.442 26.683 -0.0005 -0.0064 0.0127
O -11.8097 6.4472 33.1824 0.0452 -0.034 0.074
O 20.4989 8.8137 28.9528 -0.0013 -0.0075 0.0298
O -0.7829 1.9071 18.9926 -0.0065 -0.0197 -0.0469
O 1.0071 -6.9579 31.7837 -0.0185 -0.0145 0.046
O 17.6939 3.1112 34.4957 0.0084 -0.0129 0.0272
O -9.7031 2.3652 22.6263 0.0058 -0.0143 -0.0143
O 6.2823 11.4748 18.8934 0.0194 -0.0118 -0.0426
O -11.2597 6.5689 20.8269 -0.0008 0.0131 -0.0326
O 4.9662 -7.0341 26.04 0.0011 0.0044 0.0155
O 16.2632 -8.9799 30.547 -0.001 0.006 0.0262
O 7.7002 -14.7809 28.9728 0.0172 0.0059 0.0299
O 14.2513 16.354 27.3153 0.0046 -0.0013 0.0098
O 8.7929 18.7328 31.2309 -0.0076 -0.0098 0.0654
O 1.0894 30.1152 29.9183 0.0013 0.0039 0.0241
O 26.1694 12.2288 25.9318 0.004 -0.0025 0.01
O 10.3759 3.854 33.8487 0.0029 0.0339 0.0525
O -2.1907 18.1394 19.182 -0.0166 -0.0014 -0.0328
O -2.1936 12.2496 34.6197 -0.0044 -0.0035 0.03
O 16.3296 -16.7753 33.2589 -0.0055 -0.0244 0.0607
O -4.1412 11.8743 27.0533 -0.0066 0.0003 0.0124
O -1.4025 13.2848 22.8979 0.0029 0.0044 -0.0068
O 14.9458 10.2794 33.4975 0.0343 0.0026 0.0766
O 12.6382 2.5203 33.9444 0.0101 0.0092 0.0442
O -7.2752 15.8735 37.8334 0.0003 0.0036 0.0207
O 10.2341 6.3553 29.6938 -0.0008 0.0028 0.0264
O 23.7244 5.8745 30.3345 0.014 -0.0213 0.0493

Results
free energy: -155984.583 eV
free energy less fixed offsets of O -570.45, Si -639.56 eV per atom: 2.457 eV

The program warned: the cutoff lies below the one the program advises for these potential files; the forces do not sum to zero within the program's tolerance; empty levels may hold ghost states of the PAW files; the exchange-correlation potential is rough where the density is thin.
